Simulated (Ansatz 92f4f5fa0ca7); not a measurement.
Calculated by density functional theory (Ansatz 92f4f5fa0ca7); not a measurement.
Periodic cell of 212 atoms, Si132O80, from a study of silicon, its oxide and their interface. The atomic structure is a simulated model.

Settings: functional PBE; potential files Ansatz PAW; basis plane waves; wave-function cutoff 700 eV; density cutoff ratio 5; exchange-correlation grid ratio 1; k mesh 2 x 2 x 1, shifted by 0.5 0.5 0.5 of a step; self-consistency stop 5e-08 eV per atom in the density residual; occupations fixed; spin none; net charge 0.

Cell vectors (angstrom)
a	10.938	0	0
b	0	10.938	0
c	0	0	31.6125

Atoms and the computed forces on them: element, x, y, z (angstrom), force x, y, z (eV/angstrom)
Si	-0.2311	0.4066	24.2246	-0.006	0.0244	-0.0378
Si	6.0975	-0.5229	24.2687	0.0533	0.0041	-0.0355
Si	2.306	3.3025	24.2933	-0.0256	0.057	-0.0503
Si	8.7047	1.9936	24.2463	0.02	-0.0576	-0.0511
Si	0.3631	4.7929	24.1609	0.0139	-0.0552	-0.0392
Si	4.7266	6.0156	24.0927	-0.0823	-0.0023	-0.0465
Si	3.0195	7.9153	24.1556	0.0309	-0.0033	-0.0372
Si	7.8882	8.5847	24.1243	-0.0151	0.0205	-0.0418
Si	1.4096	1.4549	25.5051	-0.0141	0.0274	0.0106
Si	6.941	1.2208	25.6258	0.0227	-0.0082	-0.017
Si	4.0553	4.2382	25.5566	-0.0155	-0.0072	-0.0182
Si	9.5337	3.9353	25.4313	0.0102	-0.014	0.013
Si	1.3054	6.7445	25.3256	0.0172	-0.0224	-0.0124
Si	6.7495	6.8297	25.2585	-0.048	0.0106	0.0267
Si	4.1833	9.5256	25.4251	0.0422	0.0082	0.0102
Si	9.603	9.5885	25.4336	-0.0182	0.0222	-0.0256
Si	2.78	-0.0091	26.7759	0.0075	-0.007	0.0582
Si	8.297	-0.0827	26.9448	0.0145	-0.0183	-0.0304
Si	0.0007	2.7285	26.8946	-0.0039	0.0015	-0.042
Si	5.4824	2.7379	26.7948	-0.0031	0.0098	0.0355
Si	2.663	5.53	26.8849	-0.0201	0.0253	-0.0147
Si	8.1624	5.4519	26.7046	-0.0062	0.0034	0.0584
Si	0.0114	8.165	26.7533	0.0142	-0.0089	0.1142
Si	5.5041	8.1608	26.8248	0.0011	-0.008	-0.0395
Si	4.1018	1.3673	28.1943	0.067	0.0278	-0.3057
Si	9.5708	1.3673	28.1943	0.3309	-0.0621	0.7995
Si	1.3673	4.1018	28.1943	-0.2065	0.1785	0.5269
Si	6.8362	4.1018	28.1943	0.0635	0.0907	-0.4009
Si	4.1018	6.8362	28.1943	-0.0485	0.2191	0.2532
Si	9.5708	6.8362	28.1943	-0.1993	-0.1573	-0.7143
Si	1.3673	9.5708	28.1943	0.121	-0.1384	-0.5965
Si	6.8362	9.5708	28.1943	0.0378	-0.5005	0.4231
Si	0	0	29.5615	-0.034	0.108	0.0288
Si	5.469	0	29.5615	0.0074	0.0464	-0.0414
Si	2.7345	2.7345	29.5615	0.0008	0.019	-0.0264
Si	8.2035	2.7345	29.5615	0.0331	0.0007	-0.0194
Si	0	5.469	29.5615	-0.0157	-0.1176	0.0097
Si	5.469	5.469	29.5615	-0.0629	-0.0444	-0.0292
Si	2.7345	8.2035	29.5615	0.1018	0.0715	0.0076
Si	8.2035	8.2035	29.5615	-0.1415	-0.0411	0.0247
Si	1.3673	1.3673	30.9288	0.0519	-0.051	0.011
Si	6.8362	1.3673	30.9288	-0.0096	-0.0223	-0.0186
Si	4.1018	4.1018	30.9288	0.0044	-0.0166	0.0049
Si	9.5708	4.1018	30.9288	-0.0147	0.0349	0
Si	1.3673	6.8362	30.9288	-0.0189	0.0246	-0.0142
Si	6.8362	6.8362	30.9288	0.0578	-0.0128	0.0148
Si	4.1018	9.5708	30.9288	-0.0288	0.0157	-0.0009
Si	9.5708	9.5708	30.9288	0.0564	-0.0399	0.003
Si	2.7345	0	0.6835	0.0401	0.0171	0.0138
Si	8.2035	0	0.6835	-0.0126	0.0645	-0.0116
Si	0	2.7345	0.6835	-0.046	0.0416	-0.0033
Si	5.469	2.7345	0.6835	0.0248	-0.041	0.0082
Si	2.7345	5.469	0.6835	-0.0537	0.0606	-0.0077
Si	8.2035	5.469	0.6835	-0.0017	-0.0869	0.0095
Si	0	8.2035	0.6835	0.018	-0.0176	0.0076
Si	5.469	8.2035	0.6835	-0.0656	0.0296	0.0001
Si	4.1018	1.3673	2.0507	-0.0016	0.0577	0.0431
Si	9.5708	1.3673	2.0507	-0.0458	-0.0942	-0.0261
Si	1.3673	4.1018	2.0507	0.0736	-0.0752	-0.0458
Si	6.8362	4.1018	2.0507	-0.0228	0.0657	0.0385
Si	4.1018	6.8362	2.0507	0.0372	-0.062	-0.0531
Si	9.5708	6.8362	2.0507	0.0083	0.0253	0.0361
Si	1.3673	9.5708	2.0507	0.0244	0.0317	0.0511
Si	6.8362	9.5708	2.0507	0.0311	0.0321	0.0044
Si	0	0	3.418	-0.403	-0.0814	-0.3029
Si	5.469	0	3.418	0.2339	-0.0103	0.3811
Si	2.7345	2.7345	3.418	-0.159	0.229	-0.7863
Si	8.2035	2.7345	3.418	0.1888	-0.1579	0.4005
Si	0	5.469	3.418	-0.0819	0.0747	0.5927
Si	5.469	5.469	3.418	0.049	0.3118	-0.8664
Si	2.7345	8.2035	3.418	-0.0375	-0.0961	0.3486
Si	8.2035	8.2035	3.418	0.109	0.0428	0.0327
Si	1.3133	1.4274	4.6862	-0.025	0.0005	0.0382
Si	6.8734	1.3499	4.8496	0.036	-0.0273	-0.0443
Si	4.0653	4.1653	4.6649	0.0006	0.0195	0.0446
Si	9.5581	4.0995	4.8571	-0.0061	-0.0082	-0.0721
Si	1.3461	6.8662	4.8627	-0.021	0.0253	-0.0672
Si	6.8106	6.8342	4.7484	-0.0023	0.0041	0.0157
Si	4.1269	9.55	4.8077	0.0098	-0.0205	-0.0633
Si	9.5752	9.5665	4.8238	0.006	0.007	0.0246
Si	2.6676	0.0393	5.9655	-0.0039	0.0095	0.024
Si	8.2712	-0.0067	6.3156	-0.0108	-0.0215	-0.0337
Si	0.0767	2.7627	6.2144	0.0109	-0.0172	-0.0076
Si	5.4178	2.8276	5.9874	0.0035	0.0312	0.0127
Si	2.8149	5.5129	6.139	0.0114	-0.0105	0.0025
Si	8.0773	5.4351	6.1722	-0.0141	-0.0031	0.0118
Si	-0.0166	8.2267	6.309	-0.0105	0.0223	-0.0221
Si	5.5284	8.2015	6.208	0.0089	-0.0002	-0.0056
Si	3.6154	1.8514	7.0841	-0.0186	0.0126	0.0537
Si	10.1973	0.8925	7.4148	0.0432	-0.041	0.0588
Si	2.0016	3.664	7.3264	0.0282	-0.02	0.06
Si	6.1768	4.5586	7.3992	-0.0444	0.012	0.0389
Si	4.542	6.4754	7.482	0.0189	-0.0255	0.0657
Si	8.9868	7.249	7.3326	-0.0529	0.0217	0.0591
Si	0.9878	10.1412	7.3642	0.0013	0.0637	0.0432
Si	7.3745	9.0298	7.4691	0.0307	-0.0486	0.0639
O	1.6149	10.1293	8.9002	-0.0033	-0.0108	0.0082
O	1.956	4.1716	8.9183	0.0097	-0.015	-0.0031
O	10.1778	1.1579	9.0518	-0.0066	0.0012	-0.0083
O	7.2236	8.9034	9.1751	-0.0021	-0.0096	-0.0168
O	4.1415	1.2789	8.5321	-0.0171	0.0198	0.0144
O	4.1101	7.0656	9.0242	0.0083	-0.0139	-0.0354
O	6.2682	3.8266	8.8853	0.0119	0.0108	-0.0184
O	8.8216	6.8298	8.9616	-0.0031	0.0226	0.0047
O	2.936	3.1591	22.7479	0.0153	0.003	0.0146
O	5.8047	11.2433	22.846	0.0045	0.002	0.0077
O	7.9447	2.0953	22.7557	0.0021	0.0021	0.0208
O	-0.2672	4.7281	22.6034	0.0024	0.0165	-0.0039
O	8.6135	7.9884	22.712	-0.0044	0.0053	0.0067
O	2.428	8.7362	22.8105	-0.0095	-0.0007	0.0102
O	4.6645	5.3089	22.5675	0.0079	-0.012	0.0124
O	11.6458	10.9298	22.8811	-0.011	-0.0138	0.0152
Si	3.6548	2.9198	19.2164	0.0016	0.0049	0.0057
Si	-5.2628	4.5072	17.635	-0.0029	0.0065	0.0014
Si	4.1163	1.3733	10.1434	0.0007	-0.0051	-0.0099
Si	4.221	3.8391	21.9806	0.0067	-0.006	-0.0161
Si	10.1221	6.5541	19.1586	0.0045	0.0116	-0.0059
Si	4.729	6.4831	10.4476	0.0058	0.0028	0.0151
Si	5.6128	9.9801	18.13	0	-0.0045	-0.0004
Si	2.2191	9.1933	15.1137	0.0008	0.0027	0.0055
Si	9.3949	-2.3282	21.3998	0.0031	-0.0025	-0.0028
Si	4.9149	6.8276	13.4808	0.0008	0.0067	-0.0019
Si	1.3188	12.8407	17.7192	-0.0003	0.0018	-0.0028
Si	7.6811	7.5018	9.9473	0.0064	-0.0042	0.0013
Si	5.3816	-1.7736	15.3786	0.0038	-0.0007	-0.0022
Si	7.805	-0.0799	20.0236	-0.0017	0.0016	0.0014
Si	10.8154	0.3685	12.3823	-0.0066	0.0039	-0.0016
Si	9.953	-5.7748	14.5458	0	0.0056	0.0026
Si	13.9038	0.0185	19.4375	0.0002	-0.0051	0
Si	3.5046	5.4291	15.8469	-0.0049	0.0036	0.0047
Si	1.413	1.2281	14.7185	0.001	0.003	-0.002
Si	9.4685	-4.2888	12.1696	-0.0065	-0.0026	-0.0014
Si	7.7479	3.3302	15.4843	0.0069	-0.0065	0.0025
Si	11.8513	8.5892	12.5153	0.0062	-0.0026	-0.0021
Si	3.9941	2.6832	14.4283	-0.0057	-0.0021	-0.0049
Si	12.947	10.3181	10.4604	0.0072	0.0014	0.0042
Si	6.6582	13.9066	10.2021	-0.0051	-0.0073	0.0213
Si	8.0051	4.7366	19.2708	-0.0084	0.0005	0.0002
Si	6.5126	1.5937	22.1169	-0.0102	0.0019	-0.0155
Si	10.9528	4.2956	11.8075	0.0007	0.0016	-0.0012
Si	1.3607	9.6946	22.0078	-0.0037	0.0046	-0.025
Si	6.1617	4.0626	12.9719	0.0019	0.0017	-0.0069
Si	9.5621	1.8196	10.3978	-0.0016	0.0066	0.0145
Si	0.8911	6.8098	16.5845	0.002	0.0008	0.0028
Si	2.6793	4.0898	10.3852	-0.006	-0.0011	0.0075
Si	-0.8421	-6.4813	21.1173	-0.0005	-0.0005	0.0006
Si	6.2438	0.9154	15.8883	0.0049	-0.0037	-0.0005
Si	-1.3653	2.233	19.242	-0.0012	-0.0052	-0.0004
O	9.8263	-5.5914	11.242	-0.0026	-0.0029	0.0299
O	10.5802	2.93	11.0142	-0.0119	-0.0016	-0.0058
O	6.7506	4.14	16.4759	0.0036	-0.0146	0
O	6.2896	-0.4583	14.9945	-0.0217	0.0048	0.0308
O	8.9133	-5.1671	18.3876	0.0053	-0.0167	0.0396
O	9.0133	11.6423	19.2632	-0.0149	0.0105	0.0037
O	10.9612	7.2623	12.4032	-0.0005	0.0093	0.0121
O	-2.4521	4.841	20.8581	0.0261	-0.0036	-0.0313
O	4.1495	-0.9926	18.8919	0.003	0.0245	-0.0013
O	4.0484	15.9254	10.5343	-0.0226	-0.0034	0.0042
O	0.0608	8.7754	21.653	0.0012	0.0133	0.0125
O	4.6957	5.6212	16.9579	-0.0035	-0.0282	-0.0035
O	6.885	-1.116	19.1529	-0.0071	0.0178	0.0021
O	2.1424	10.2781	20.6834	0	0.0012	0.0072
O	9.4162	11.673	11.6216	0.0271	0.0009	-0.0044
O	13.7068	1.7297	13.9533	-0.0017	0.0039	0.0348
O	9.367	7.711	20.0419	0.006	-0.0113	0.0057
O	15.7895	14.1312	18.142	-0.0071	0.0265	0.0033
O	1.5825	4.6162	11.4686	0.0067	-0.0134	-0.0159
O	12.0157	0.4617	11.2635	-0.0042	-0.0335	0.0084
O	9.2034	4.0633	15.5047	-0.0055	0.012	-0.0135
O	5.8157	0.4998	17.4082	0.0049	-0.0283	-0.0132
O	8.9445	6.1187	13.6391	0.0305	-0.0133	-0.0118
O	-2.594	3.2083	18.7777	0.0231	0.0093	0.0321
O	7.2691	3.3872	13.9307	-0.0166	0.0175	0.0096
O	3.5528	-0.079	10.6586	-0.0224	0.0152	-0.0045
O	3.7776	4.0123	20.4207	0.0086	-0.0249	0.0065
O	6.4493	5.0847	18.9648	0.0122	-0.0162	-0.0226
O	3.7856	9.4901	15.3819	0.0009	-0.017	-0.008
O	-0.2112	13.1218	18.1257	0.0038	0.0079	0.026
O	16.591	1.7231	10.5669	-0.0113	0.0272	-0.0018
O	7.6701	1.7338	15.884	-0.0334	0.0085	-0.0037
O	5.7144	8.8139	16.9639	-0.0036	0.0378	0.0073
O	5.99	-5.3188	13.3783	-0.0226	-0.0121	-0.0038
O	3.7157	6.3769	14.5186	0.0208	-0.0183	0.0157
O	1.8994	0.4408	18.2421	0.0109	0.0231	0.0173
O	1.2779	12.9996	16.0996	0.0085	-0.0173	-0.001
O	12.4223	-2.6659	16.2137	0.0088	-0.0071	-0.0187
O	6.3565	6.5603	10.1945	-0.0017	0.0284	-0.0004
O	-0.1601	-4.7503	15.5069	-0.0022	-0.0065	0.0033
O	6.8267	1.086	20.6078	0.0135	-0.0112	0.0126
O	8.5762	-0.9329	21.1778	-0.0004	-0.0076	-0.0171
O	-0.0705	-6.6156	13.4565	-0.0182	0.0233	-0.0065
O	0.173	1.3585	13.654	0.0061	-0.0205	-0.0132
O	5.0608	1.8541	15.3106	0.0021	-0.0045	-0.0008
O	12.4074	-11.2616	15.1486	0.0133	0.0065	-0.0035
O	14.3697	3.8896	15.3515	0.0193	0.0112	-0.0103
O	11.158	7.0862	18.0414	-0.0161	-0.0244	0.0066
O	-0.7129	2.8765	20.6331	-0.0138	0.027	-0.0143
O	15.6705	3.2805	13.1063	0.0215	0.0086	0.0264
O	12.9876	8.4792	13.6623	-0.0217	0.0199	0.0133
O	5.5134	2.8606	22.1086	-0.0111	0.0006	0.0031
O	4.4377	7.1832	11.9288	0.0155	-0.021	-0.0024
O	3.7127	1.4167	19.8812	-0.0165	0.0008	-0.0209
O	5.6918	8.061	14.2258	-0.024	-0.0004	0.0076
O	2.1371	-5.1654	16.6392	-0.0029	0.0139	-0.0124
O	2.2481	3.0629	18.4011	0.0046	-0.03	0.0035
O	10.9187	5.4879	20.1294	-0.0417	-0.0011	0.0002
O	3.1074	2.5446	10.6571	0.0193	0.0082	-0.0209
O	-0.1731	9.7596	12.8748	0.023	0.0135	-0.0137
O	8.1289	2.3734	9.9361	-0.0033	0.0054	0.0136
O	8.4132	7.6459	11.4182	0.0105	-0.0256	-0.0087
O	1.7441	8.8572	11.1353	-0.0144	0.0217	0.016
O	6.7183	3.9797	11.464	-0.0121	-0.0268	-0.0006

Results
free energy: -129425.429 eV
free energy less fixed offsets of O -569.03, Si -635.61 eV per atom: -2.509 eV

The program warned: the cutoff lies below the one the program advises for these potential files; the forces do not sum to zero within the program's tolerance; the exchange-correlation potential is rough where the density is thin.
